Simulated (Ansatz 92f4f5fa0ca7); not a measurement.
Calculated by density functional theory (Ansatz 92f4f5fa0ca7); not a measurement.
Periodic cell of 224 atoms, Si132O90As1H1, from a study of silicon, its oxide and their interface. The atomic structure is a simulated model.
Doubt: the cutoff is low for norm-conserving oxygen, so forces and energies are approximate.

Settings: functional HSE06; potential files SPMS norm-conserving; basis plane waves; wave-function cutoff 800 eV; density cutoff ratio 4; exchange-correlation grid ratio 1; k mesh 1 x 1 x 1, Gamma-centred; occupations fixed; spin none; net charge 0.

Cell vectors (angstrom)
a, 10.938, 0, 0
b, 0, 10.938, 0
c, 0, 0, 33.1092

Atoms: element, x, y, z (angstrom)
Si, 0.3336, -0.2329, 25.7846
Si, 5.2904, 0.4048, 25.63
Si, 2.955, 2.5325, 25.5612
Si, 8.1352, 3.0657, 25.5868
Si, -0.34, 5.8636, 25.684
Si, 5.8698, 5.2379, 25.7253
Si, 2.6115, 8.5718, 25.7058
Si, 8.4132, 8.1506, 25.4152
Si, 1.4366, 1.4203, 27.002
Si, 6.9113, 1.4898, 26.9281
Si, 4.1416, 4.1143, 26.9017
Si, 9.5641, 4.2378, 27.0288
Si, 1.3921, 6.9209, 26.9125
Si, 6.9318, 6.9358, 26.92
Si, 4.179, 9.7172, 26.9879
Si, 9.5819, 9.5747, 26.9434
Si, 2.7468, 0.03, 28.3781
Si, 8.1965, 0.0163, 28.2892
Si, -0.0064, 2.7704, 28.3124
Si, 5.4702, 2.7534, 28.3304
Si, 2.7306, 5.4762, 28.2709
Si, 8.1734, 5.5329, 28.3773
Si, -0.0088, 8.2017, 28.3367
Si, 5.4787, 8.2248, 28.2944
Si, 4.1018, 1.3673, 29.691
Si, 9.5708, 1.3673, 29.691
Si, 1.3673, 4.1018, 29.691
Si, 6.8362, 4.1018, 29.691
Si, 4.1018, 6.8362, 29.691
Si, 9.5708, 6.8362, 29.691
Si, 1.3673, 9.5708, 29.691
Si, 6.8362, 9.5708, 29.691
Si, 0, 0, 31.0582
Si, 5.469, 0, 31.0582
Si, 2.7345, 2.7345, 31.0582
Si, 8.2035, 2.7345, 31.0582
Si, 0, 5.469, 31.0582
Si, 5.469, 5.469, 31.0582
Si, 2.7345, 8.2035, 31.0582
Si, 8.2035, 8.2035, 31.0582
Si, 1.3673, 1.3673, 32.4255
Si, 6.8362, 1.3673, 32.4255
Si, 4.1018, 4.1018, 32.4255
Si, 9.5708, 4.1018, 32.4255
Si, 1.3673, 6.8362, 32.4255
Si, 6.8362, 6.8362, 32.4255
Si, 4.1018, 9.5708, 32.4255
Si, 9.5708, 9.5708, 32.4255
Si, 2.7345, 0, 0.6835
Si, 8.2035, 0, 0.6835
Si, 0, 2.7345, 0.6835
Si, 5.469, 2.7345, 0.6835
Si, 2.7345, 5.469, 0.6835
Si, 8.2035, 5.469, 0.6835
Si, 0, 8.2035, 0.6835
Si, 5.469, 8.2035, 0.6835
Si, 4.1018, 1.3673, 2.0507
Si, 9.5708, 1.3673, 2.0507
Si, 1.3673, 4.1018, 2.0507
Si, 6.8362, 4.1018, 2.0507
Si, 4.1018, 6.8362, 2.0507
Si, 9.5708, 6.8362, 2.0507
Si, 1.3673, 9.5708, 2.0507
Si, 6.8362, 9.5708, 2.0507
Si, 0, 0, 3.418
Si, 5.469, 0, 3.418
Si, 2.7345, 2.7345, 3.418
Si, 8.2035, 2.7345, 3.418
Si, 0, 5.469, 3.418
Si, 5.469, 5.469, 3.418
Si, 2.7345, 8.2035, 3.418
Si, 8.2035, 8.2035, 3.418
Si, 1.3882, 1.3309, 4.7285
Si, 6.866, 1.3464, 4.876
Si, 4.1405, 4.0001, 4.8123
Si, 9.5733, 4.0778, 4.7574
Si, 1.3646, 6.8084, 4.7888
Si, 6.7645, 6.8862, 4.6911
Si, 4.0983, 9.5652, 4.7833
Si, 9.5739, 9.5692, 4.8258
Si, 2.688, -0.0627, 6.132
Si, 8.2205, -0.0228, 6.305
Si, -0.0272, 2.6213, 6.0706
Si, 5.485, 2.6341, 6.337
Si, 2.6282, 5.2986, 6.0863
Si, 8.0962, 5.4675, 5.9384
Si, -0.0254, 8.1232, 6.1805
Si, 5.3891, 8.1478, 6.1494
Si, 3.7568, 1.4676, 7.5634
Si, 9.9534, 1.0868, 7.5798
Si, 1.4786, 3.7073, 7.4809
Si, 6.6176, 4.4302, 7.4313
Si, 4.1936, 6.4436, 7.3237
Si, 9.2116, 6.9578, 7.3307
Si, 1.1606, 9.6707, 7.4892
Si, 7.016, 9.2378, 7.4677
O, 9.5346, 6.9749, 25.0208
O, 4.096, 1.4273, 25.0757
O, 8.1557, 8.1114, 7.8854
O, 2.7491, 2.7297, 7.8428
O, 6.9474, 4.1274, 25.1069
O, 1.4413, 9.6212, 25.1887
O, 5.4184, 5.4813, 7.8744
O, 0.0834, -0.1143, 7.9882
O, 7.5217, 4.2436, 8.8065
O, 10.7436, 6.4431, 15.7165
O, 9.6092, 6.0301, 8.6411
O, 1.8217, 9.0121, 8.8463
O, 3.8968, 0.7296, 9.0349
O, 0.7339, 3.8814, 8.9551
O, 9.7817, 1.9294, 9.0044
O, 3.2395, 6.7757, 8.6169
O, 7.8079, 8.876, 24.0087
O, 8.9643, 2.5424, 24.2376
O, 5.3002, 6.067, 24.4299
O, 2.1543, 3.0864, 24.1958
O, 10.5983, 0.4308, 24.4658
O, 0.1893, 4.9254, 24.4381
O, 3.4536, 8.0645, 24.3696
O, 6.0707, 10.8027, 24.2914
Si, 10.7238, -2.9966, 19.717
Si, 11.8836, 5.6143, 20.8101
Si, 2.9247, 4.4682, 16.89
Si, 15.5541, 2.1302, 16.8827
Si, 2.7869, -2.9843, 9.6304
Si, 6.1833, -1.3904, 15.7826
Si, 6.8494, -4.0182, 11.5904
Si, 6.2653, 2.9048, 19.3445
Si, 9.2654, -0.7043, 16.3155
Si, 6.3923, 0.2002, 20.4241
Si, 10.5961, 3.0604, 9.8917
Si, 0.5535, 12.0364, 20.9426
Si, 3.8891, 0.6403, 10.667
Si, 1.9163, 10.3518, 12.7254
Si, 15.2109, -0.4914, 18.0912
Si, 7.2122, -0.681, 23.2728
Si, -2.0985, 3.2286, 17.5355
Si, 6.035, 12.2771, 14.4697
Si, 6.6589, 6.6663, 14.4944
Si, 14.6148, 7.2016, 20.8237
Si, -1.2527, 1.2879, 23.46
As, 0.7583, -5.6713, 14.7834
Si, 5.2546, 5.6596, 18.7852
Si, 3.5886, 2.7244, 12.781
Si, 8.6148, 5.1641, 9.6247
Si, 9.2487, -0.5382, 19.3435
Si, 7.8405, 6.0368, 17.0589
Si, -5.3245, -1.5272, 10.2776
Si, 3.9258, -4.3215, 23.7934
Si, 4.4773, 5.7509, 12.8635
Si, 0.5391, 1.9486, 12.7459
Si, -1.9206, 1.8559, 14.6599
Si, 1.5773, 4.5409, 23.6974
Si, 0.6691, -7.6215, 18.839
Si, 10.2721, 7.5529, 16.7892
Si, 1.9398, 7.3068, 12.4948
Si, 2.313, -1.1911, 20.263
O, 5.1491, -0.1926, 19.4409
O, 4.8246, 2.0567, 13.6365
O, 11.1098, -3.4887, 18.1926
O, 5.0026, 2.5584, 18.3886
O, -0.7516, 13.3851, 13.6536
O, -4.5084, -0.6979, 21.8078
O, 3.7146, 4.3399, 12.699
O, -5.6422, -0.1212, 11.0576
O, 7.4604, -3.9842, 13.1031
O, 12.7044, -7.2911, 17.6971
O, 5.3705, 5.7077, 14.2207
O, 2.0193, 2.4905, 13.281
O, 7.6814, -1.0631, 16.3211
O, 10.2624, 2.7472, 18.1387
O, -1.2966, -0.1762, 17.8074
O, 9.566, 0.4144, 15.1835
O, 2.9989, 10.6998, 13.8984
O, 8.4677, 0.321, 22.9563
O, 3.4583, 7.0106, 13.0056
O, 0.9735, 6.2219, 13.251
O, 16.8774, 4.4722, 19.7262
O, 3.7453, 3.273, 16.1274
O, 7.6327, 2.6664, 18.4765
O, 7.548, 1.7018, 13.9161
O, 7.6243, -5.1351, 15.4651
O, 10.7487, 1.7372, 22.2782
O, 10.2683, 0.2992, 20.2618
O, -3.033, 6.2238, 10.6045
O, 3.7878, 0.7456, 17.112
O, 6.1503, -2.8749, 15.1411
O, 5.1326, -1.43, 17.0555
O, 8.7988, 2.8217, 15.9601
O, 0.3738, 4.6921, 19.6215
O, 5.4617, 6.0432, 11.5838
O, 10.7085, 6.7659, 20.8672
O, 4.1785, -2.2711, 10.0776
O, 2.8582, -1.0202, 18.717
O, 2.3418, -4.5788, 20.402
O, 8.7062, 7.3839, 17.2473
O, -8.2934, -0.2344, 11.2937
O, 6.3324, 9.783, 8.8601
O, 3.7924, 2.1463, 11.266
O, 12.8324, 11.0794, 21.1399
O, 1.9632, -3.6958, 10.8509
O, 9.3378, -2.1385, 19.7049
O, 8.7476, 4.8417, 17.6561
O, 5.9673, 1.9099, 16.0081
O, 4.8217, 6.9284, 19.7055
O, 3.9336, 5.2284, 17.9226
O, 1.4448, 8.8074, 12.8609
O, 6.4005, 6.1907, 17.7717
O, 2.3096, -5.4483, 15.7633
O, 6.2963, 1.8545, 20.6157
O, 11.3201, 2.4086, 11.1916
O, 11.8708, 8.9553, 20.1681
O, 4.2508, -4.2902, 22.2223
O, 5.8252, -0.2848, 14.6173
O, 10.2943, -1.9412, 16.0224
O, -1.4141, 4.1347, 10.4866
O, 7.7279, -0.1029, 19.5817
O, 12.0975, 2.2369, 19.9465
O, 2.7081, 5.6088, 24.1529
O, 0.5597, 0.3198, 12.8278
O, 14.3306, -2.1427, 21.0347
O, 1.2422, 4.6753, 22.11
O, 6.5983, -2.4751, 11.1434
H, 2.7078, 10.6712, 14.8222

Results
free energy: -57940.671 eV
free energy less fixed offsets of As -2657.37, H -15.86, O -447.96, Si -113.29 eV per atom: 3.239 eV
gap between the highest filled and lowest empty level on this k mesh: 1.215 eV

The program warned: the cutoff lies below the one the program advises for these potential files; the forces do not sum to zero within the program's tolerance; the exchange-correlation potential is rough where the density is thin.
